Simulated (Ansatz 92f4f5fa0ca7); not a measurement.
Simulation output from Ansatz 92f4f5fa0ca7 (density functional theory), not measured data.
Periodic cell of 221 atoms, Si132O87H1N1, from a study of silicon, its oxide and their interface. The atomic structure is a simulated model.
Doubt: the cutoff is far below the 930 eV that the study's wrapper takes by default for these files, so forces and energies are approximate.
This geometry differs little from another in the collection (a relaxation step or a small displacement).

Settings
functional: PBE
potential files: Ansatz PAW
basis: plane waves
wave-function cutoff: 580 eV
density cutoff ratio: 5
exchange-correlation grid ratio: 1
k mesh: 1 x 1 x 1, Gamma-centred
self-consistency stop: 5e-08 eV per atom in the density residual
occupations: fixed
spin: none
net charge: 0

Cell vectors (angstrom)
a  10.938  0  0
b  0  10.938  0
c  0  0  32.2048

Atoms and the computed forces on them: element, x, y, z (angstrom), force x, y, z (eV/angstrom)
Si  0.1857  -0.13  24.5413  -0.0019  0.0066  0.0064
Si  5.5894  -0.3099  24.8037  -0.0154  0.019  0.0195
Si  2.5156  3.048  24.5287  0.0016  -0.0093  0.0004
Si  8.0771  2.973  25.1003  0.011  -0.0152  0.0249
Si  0.0407  5.1273  24.715  0.0093  0.0183  0.0212
Si  5.8206  5.1483  24.6989  -0.002  0.0032  -0.0116
Si  2.4401  8.5168  24.6448  0.0043  -0.0148  0.0056
Si  7.9893  8.5958  24.8388  0.0024  -0.0053  0.0059
Si  1.3995  1.4115  25.8963  -0.0028  -0.0025  -0.0072
Si  6.7488  1.3317  26.0846  0.001  -0.0037  -0.0065
Si  4.0677  4.1606  25.9634  0.0039  -0.0009  0.0013
Si  9.615  4.1331  26.3519  -0.0069  -0.0019  0.0003
Si  1.2682  6.8489  25.8852  0.0001  -0.0072  -0.0072
Si  6.8564  6.8577  25.9999  0.0034  0.003  -0.0024
Si  4.027  9.5076  26.122  0.0068  -0.0033  -0.0018
Si  9.5863  9.7336  26.0773  0.0009  0.0023  -0.0061
Si  2.7154  0.048  27.3953  -0.0043  0.0042  -0.0005
Si  8.1794  0.0599  27.4601  0  -0.0019  0.0001
Si  0.0661  2.6587  27.4598  -0.0002  -0.0039  -0.0024
Si  5.3954  2.7567  27.4002  0.0006  0.0042  -0.0002
Si  2.6968  5.5369  27.3471  -0.0068  0.0029  -0.0012
Si  8.179  5.5532  27.4863  0.0019  0.0016  0.0009
Si  -0.0319  8.2173  27.3719  -0.0017  -0.0012  -0.0016
Si  5.4549  8.1584  27.424  -0.0012  0.0045  -0.0034
Si  4.1018  1.3673  28.7865  -0.2317  0.1291  0.0795
Si  9.5708  1.3673  28.7865  0.1065  0.0306  0.4581
Si  1.3673  4.1018  28.7865  0.3554  0.0651  -0.1854
Si  6.8362  4.1018  28.7865  -0.2714  0.0371  -0.1333
Si  4.1018  6.8362  28.7865  -0.2061  -0.1945  0.0437
Si  9.5708  6.8362  28.7865  0.093  0.5857  0.3584
Si  1.3673  9.5708  28.7865  -0.095  0.0621  -0.3611
Si  6.8362  9.5708  28.7865  -0.0275  -0.1731  -0.0799
Si  0  0  30.1538  -0.1301  -0.1148  0.0272
Si  5.469  0  30.1538  -0.0073  -0.0155  -0.0554
Si  2.7345  2.7345  30.1538  0.1234  0.0786  0.0275
Si  8.2035  2.7345  30.1538  0.1216  0.0359  -0.0308
Si  0  5.469  30.1538  -0.0143  -0.0066  -0.0619
Si  5.469  5.469  30.1538  -0.0934  -0.1341  0.0196
Si  2.7345  8.2035  30.1538  0.0514  0.0227  -0.0517
Si  8.2035  8.2035  30.1538  0.123  0.0373  0.0503
Si  1.3673  1.3673  31.521  -0.021  0.0472  -0.0478
Si  6.8362  1.3673  31.521  -0.0204  -0.0221  -0.0299
Si  4.1018  4.1018  31.521  -0.0163  -0.044  0.0175
Si  9.5708  4.1018  31.521  -0.0534  0.0355  -0.0056
Si  1.3673  6.8362  31.521  0.0141  0.0114  -0.0291
Si  6.8362  6.8362  31.521  -0.0014  0.04  -0.0383
Si  4.1018  9.5708  31.521  -0.0181  0.0041  -0.0077
Si  9.5708  9.5708  31.521  -0.0307  0.0309  0.0179
Si  2.7345  0  0.6835  -0.0062  0.0069  0.0292
Si  8.2035  0  0.6835  0.0478  0.0153  0.0113
Si  0  2.7345  0.6835  -0.0081  -0.0327  0.0255
Si  5.469  2.7345  0.6835  0.056  -0.0187  0.0058
Si  2.7345  5.469  0.6835  0.0104  -0.0049  0.0022
Si  8.2035  5.469  0.6835  0.0196  -0.0415  0.037
Si  0  8.2035  0.6835  -0.0175  -0.0292  -0.001
Si  5.469  8.2035  0.6835  0.0167  -0.0202  0.0292
Si  4.1018  1.3673  2.0507  0.0107  0.0842  0.0391
Si  9.5708  1.3673  2.0507  -0.0705  -0.04  -0.0122
Si  1.3673  4.1018  2.0507  0.065  0.0222  -0.0103
Si  6.8362  4.1018  2.0507  -0.0915  -0.0528  0.0192
Si  4.1018  6.8362  2.0507  -0.1013  -0.0453  0.0125
Si  9.5708  6.8362  2.0507  0.036  0.1043  0.0348
Si  1.3673  9.5708  2.0507  -0.0436  -0.0339  0.0237
Si  6.8362  9.5708  2.0507  -0.0367  0.0124  -0.006
Si  0  0  3.418  -0.3324  -0.14  -0.3138
Si  5.469  0  3.418  0.2663  -0.1232  0.0977
Si  2.7345  2.7345  3.418  0.3649  0.5637  -0.2107
Si  8.2035  2.7345  3.418  0.0062  -0.0514  0.1041
Si  0  5.469  3.418  0.2111  0.0497  0.2959
Si  5.469  5.469  3.418  -0.1134  -0.4158  0.0581
Si  2.7345  8.2035  3.418  -0.0746  -0.2377  -0.101
Si  8.2035  8.2035  3.418  0.0535  -0.0532  0.0378
Si  1.3593  1.3905  4.6737  0.0082  0.0086  0.0184
Si  6.8645  1.3378  4.8155  0.0054  0.0085  0.0014
Si  4.1119  4.0908  4.8692  -0.0045  -0.0136  0.0188
Si  9.573  4.0965  4.7905  0.0019  -0.0022  -0.0147
Si  1.4036  6.8279  4.8415  0.0049  -0.0048  0.0009
Si  6.8744  6.7624  4.7647  0.0038  0.002  0.0032
Si  4.142  9.5004  4.7514  0.0122  -0.0033  -0.0069
Si  9.561  9.5694  4.8015  -0.0005  0.0054  0.0138
Si  2.6628  -0.0736  5.918  -0.0312  -0.0195  -0.0292
Si  8.196  -0.0132  6.2372  0.0125  0.0026  -0.0005
Si  0.0313  2.7196  6.0803  0.0026  -0.0096  0.01
Si  5.4579  2.5765  6.2336  -0.0239  -0.0221  -0.0116
Si  2.7869  5.5508  6.3299  0.0064  0.0088  -0.0016
Si  8.176  5.365  6.2118  -0.0159  -0.0012  0.0074
Si  -0.0373  8.1505  6.1661  -0.0074  -0.0065  -0.0195
Si  5.4715  8.0781  6.1153  -0.0053  -0.0037  0.0087
Si  3.7047  1.363  7.4085  0.0288  0.0956  0.0405
Si  9.8958  1.1448  7.4312  -0.0106  0.0042  -0.0099
Si  1.6413  3.8065  7.4282  0.0128  -0.0154  -0.0081
Si  6.632  4.1197  7.5606  0.0137  0.0116  -0.0089
Si  4.5133  6.5776  7.7229  0.001  -0.0056  -0.0011
Si  9.2783  7.0383  7.4614  0.0071  -0.0026  0.0071
Si  1.1495  9.8085  7.3138  0.0105  0.0293  0.025
Si  6.9869  9.2489  7.4153  -0.0055  0.0029  0.0035
O  1.2531  4.1012  24.1202  0.0046  -0.0064  -0.0128
O  6.78  9.5936  24.2667  0.0191  -0.0171  -0.0224
O  2.9263  2.7953  7.3846  0.009  -0.0358  0.0103
O  8.1684  8.1927  7.8768  -0.0056  -0.0029  0.0076
O  5.5539  5.2997  7.9956  -0.0009  0.0213  0.0107
O  0.0685  -0.0013  7.8988  0.0077  -0.0106  -0.0008
O  5.3527  5.5303  23.1643  -0.0009  0.0016  0.0003
O  10.5206  0.501  23.0962  0.008  -0.0112  0.0033
O  2.1706  9.4156  8.5644  -0.0141  -0.0116  -0.0135
O  1.3082  3.8182  9.0376  -0.027  0.0046  -0.0092
O  9.4769  1.9968  8.7628  0.0033  -0.001  0.0007
O  7.6569  9.9625  12.1142  0  -0.0011  -0.0022
O  3.4446  0.8227  8.9756  -0.0002  -0.0035  -0.0223
N  4.3253  7.3429  9.3156  -0.0038  -0.0185  -0.0391
O  7.2275  3.3495  8.9076  -0.0109  -0.0062  0.0194
O  9.8488  6.5121  8.9191  -0.0016  0.0028  -0.0015
O  3.3433  2.4564  23.1834  -0.0083  0.0081  -0.0001
O  4.6643  0.1794  23.5316  -0.0015  -0.0033  -0.0066
O  9.1971  2.4882  24.0128  0.0002  0.0107  0.0054
O  9.8244  5.5815  23.5806  -0.0013  -0.0135  -0.0058
O  19.8889  8.1295  23.581  -0.0063  0.0074  0.0024
O  3.2809  7.9788  23.3295  0.002  -0.0018  -0.0084
O  6.9864  4.0078  24.4199  -0.0158  0.0187  -0.019
O  1.3121  9.6441  24.1368  -0.004  0.0046  -0.008
Si  3.8189  6.421  10.7274  -0.0027  -0.0144  0.0133
Si  9.1093  4.2808  14.642  -0.0062  -0.0003  0.0037
Si  7.4181  8.3545  11.9497  -0.0023  -0.0017  0.0072
Si  4.2128  1.2753  22.4115  0.0029  -0.0044  -0.002
Si  17.1224  3.8324  14.2991  0.0024  -0.0022  0.0036
Si  2.7479  -0.4461  20.1684  0.0017  0.0013  0.0021
Si  7.1754  4.1661  19.4995  -0.0043  0.0009  -0.0039
Si  14.0168  6.6557  16.4738  -0.0009  -0.0047  0.0001
Si  1.9322  4.1516  10.5106  0.0169  -0.0055  -0.0068
Si  5.6973  16.2172  16.7878  -0.0036  0.0014  -0.0067
Si  3.7846  9.7653  17.2943  0.0022  -0.004  -0.0037
Si  10.2245  4.4503  11.6959  -0.0028  -0.002  -0.0007
Si  10.9153  6.5314  16.0781  0.0006  -0.0051  0.0016
Si  7.9995  1.6216  14.5457  -0.0045  0.0039  0.0028
Si  2.8017  10.4224  9.703  0.005  0.0035  -0.0025
Si  9.1233  6.7849  22.6833  -0.0078  0.0025  -0.0013
Si  11.1899  -1.1275  11.222  0.0015  0.0019  0.0006
Si  3.5824  -3.2751  13.7292  0.0013  -0.0043  0.0064
Si  5.1867  8.7469  9.8761  -0.0015  0.011  0.0026
Si  9.5715  1.7718  22.6201  -0.0076  -0.0113  -0.0089
Si  11.9353  -0.4194  16.6273  0.0003  -0.0002  -0.0021
Si  8.4072  2.6394  9.8084  0.0018  -0.0066  -0.0053
Si  -0.4246  8.2463  18.4272  -0.0019  -0.0012  -0.0036
Si  11.7558  -2.0203  14.1737  0.0013  -0.0028  0.0041
Si  4.6993  3.83  11.6499  0.009  -0.0215  -0.0114
Si  6.0204  6.0848  21.7764  -0.0012  -0.0022  0.0099
Si  6.4656  7.7323  14.7412  -0.0007  -0.0014  0.0061
Si  11.538  6.5229  20.7195  -0.0021  0.0059  0.0055
Si  11.0989  1.0854  18.8772  0.0017  -0.0034  -0.0042
Si  14.2233  7.6956  21.7146  -0.0002  0.0046  0.0106
Si  6.9662  1.3727  20.8218  -0.0004  0.0008  0.0077
Si  9.9573  7.2046  10.3997  0.0008  -0.0048  -0.0066
Si  -0.6447  3.6904  20.2256  -0.0033  -0.002  0.0056
Si  8.4507  -0.6103  19.1575  -0.0028  -0.0032  -0.0103
Si  6.8508  10.222  16.4016  0.0042  0.0009  -0.0023
Si  8.5731  0.3406  11.8183  -0.003  0.0041  0.0016
O  13.3705  8.7979  13.9595  -0.0012  0.0002  -0.005
O  7.7203  -0.7661  17.7444  0.002  -0.0015  0.0031
O  6.0111  8.1988  11.1606  0.0062  -0.0022  0.0051
O  1.6186  10.6212  10.8191  -0.0005  -0.0021  0.0044
O  4.958  -5.6749  10.908  -0.0005  0.0038  -0.0057
O  10.0008  7.2106  17.2652  -0.0001  0.0017  0.0002
O  6.2553  4.95  20.6185  -0.0012  -0.0006  -0.0082
O  6.6384  13.2514  13.9712  0.0008  -0.0004  -0.001
O  3.5689  7.1846  12.1695  -0.0012  0.0019  -0.0021
O  2.3738  5.7264  10.3879  0.0026  0.0046  0.003
O  7.5657  4.761  14.2821  0.0031  -0.0014  -0.001
O  11.4302  -1.5864  17.6554  0.0021  0.0025  -0.0025
O  9.8754  4.1885  13.2345  0.0015  -0.0002  0.0012
O  0.6138  7.459  19.3949  0.0041  -0.0014  -0.0012
O  6.955  2.5355  19.6474  0.0001  0.0011  -0.0054
O  12.4324  6.2295  16.6984  -0.0027  0.0009  -0.0018
O  17.2218  6.5384  15.8702  -0.0006  -0.0009  -0.0025
O  13.023  6.6035  21.415  0.0005  0.0002  -0.0055
O  3.2901  0.6454  21.2413  0.0002  0.0001  -0.0069
O  0.7387  3.76  11.5223  -0.007  -0.0003  0.011
O  7.2214  -0.1279  20.1591  -0.0018  0.0002  -0.0038
O  8.1654  1.3968  21.9191  0.0034  0.0014  -0.0057
O  -1.6649  8.8959  19.304  0.0006  0.0006  -0.0012
O  2.7865  9.0472  20.9365  -0.0019  -0.0042  -0.0073
O  12.2366  0.2106  19.7063  -0.0021  0.0012  -0.0036
O  6.1194  9.5735  8.8054  0.0081  -0.0006  -0.0094
O  8.5391  7.7317  10.9705  -0.0006  0.0007  -0.0023
O  8.8339  1.0033  13.289  0  -0.0033  -0.0047
O  7.4438  11.5042  15.6233  -0.0006  -0.0062  0.0014
O  5.6983  2.6285  11.2515  0.1212  0.2516  0.276
O  2.6202  -0.3331  16.5245  0.0005  -0.0017  -0.0013
O  3.2017  14.2833  11.1655  -0.0029  -0.0038  -0.0046
O  -6.7758  5.6802  17.2506  -0.0005  0.0003  -0.0004
O  11.1145  7.5465  14.8011  0  -0.0002  -0.0035
O  4.0686  9.7697  10.478  -0.0049  -0.0012  -0.002
O  3.4458  8.169  17.0374  0.0003  0.0033  -0.002
O  10.0189  5.2344  15.6165  -0.0007  -0.0012  -0.0021
O  10.291  2.8516  21.6381  0.0035  0.0019  -0.0127
O  5.0049  15.1229  13.2279  0.0053  -0.007  -0.0146
O  4.8261  7.1706  21.3001  0.0037  -0.0027  -0.0082
O  11.027  2.6883  19.1618  0.0005  0.0029  -0.0054
O  8.9482  2.764  15.2715  0.0009  -0.0006  -0.0028
O  3.7101  -0.7105  18.8669  -0.0012  0.0009  -0.0006
O  5.596  1.6961  21.6506  0.0016  -0.0002  -0.0094
O  5.2462  10.2171  16.7252  -0.0005  -0.0014  -0.0017
O  7.9034  1.3937  10.7547  -0.0016  0.0016  0.0021
O  9.6034  0.5401  19.2613  -0.0019  0.0015  -0.0036
O  17.6075  4.8171  18.0554  0.0041  -0.0054  0.0051
O  7.5916  6.5369  22.1037  0.0014  0.0015  -0.0026
O  -5.9103  -2.6637  14.1687  0.0007  0.0005  -0.0048
O  7.3607  -3.4194  13.3667  0.0021  0.0013  -0.0056
O  11.3844  -0.7466  15.1342  -0.0018  0.0009  -0.0006
O  10.2557  7.0981  21.5638  0.008  0.0012  -0.0137
O  9.0981  3.8051  10.711  0.0005  0.0035  0.0018
O  8.8136  -6.6432  19.7585  0.0026  0.001  -0.004
O  0.428  11.9059  17.2606  -0.0018  0.0009  0.0009
O  16.5097  3.9803  15.8051  0.0009  0.0006  -0.0024
O  11.1085  -1.7137  12.7344  -0.0013  -0.0009  -0.0087
O  11.2895  4.9566  20.3845  0.0006  -0.0025  -0.0069
O  0.0373  8.484  10.2764  0.0002  -0.0039  -0.0009
O  10.4409  6.0421  11.4196  -0.0009  0.0024  -0.0021
O  9.9751  -0.0643  11.0975  -0.0008  -0.0028  0.0013
O  14.2299  6.4885  14.8425  -0.0006  0.0003  -0.0004
O  7.2281  8.9187  15.5258  -0.0016  0.003  -0.0014
H  5.4617  2.0824  10.4976  -0.1387  -0.2453  -0.255

Results
free energy: -133792.464 eV
free energy less fixed offsets of H -15.97, N -385.13, O -568.88, Si -635.61 eV per atom: 1.716 eV

The program warned: the cutoff lies below the one the program advises for these potential files; the forces do not sum to zero within the program's tolerance; the exchange-correlation potential is rough where the density is thin.
